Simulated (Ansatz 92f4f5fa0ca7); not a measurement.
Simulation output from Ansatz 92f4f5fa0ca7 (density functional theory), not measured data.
Periodic cell of 221 atoms, Si132O87H1N1, from a study of silicon, its oxide and their interface. The atomic structure is a simulated model.
Doubt: the cutoff is far below the 930 eV that the study's wrapper takes by default for these files, so forces and energies are approximate.

Settings
functional: PBE
potential files: Ansatz PAW
basis: plane waves
wave-function cutoff: 580 eV
density cutoff ratio: 5
exchange-correlation grid ratio: 1
k mesh: 1 x 1 x 1, Gamma-centred
self-consistency stop: 5e-08 eV per atom in the density residual
occupations: fixed
spin: none
net charge: 0

Cell vectors (angstrom)
a 10.938 0 0
b 0 10.938 0
c 0 0 32.5423

Atoms: element, x, y, z (angstrom)
Si -0.2886 0.3149 25.114
Si 5.6844 -0.2944 25.103
Si 2.3358 3.0213 25.0303
Si 8.4674 2.5143 25.0659
Si 0.1317 5.2341 24.8868
Si 5.1995 5.8162 25.0371
Si 2.9843 7.9983 24.9816
Si 7.8815 8.4597 25.0382
Si 1.2786 1.4527 26.4509
Si 6.8393 1.3612 26.3773
Si 4.0279 4.154 26.3181
Si 9.5887 4.1129 26.3834
Si 1.3322 6.8242 26.2752
Si 6.767 6.9061 26.4289
Si 4.0959 9.5243 26.4281
Si 9.5095 9.5994 26.379
Si 2.7118 0.0229 27.7238
Si 8.183 0.014 27.7854
Si -0.0379 2.785 27.8171
Si 5.4358 2.7599 27.7003
Si 2.6962 5.4963 27.7445
Si 8.1836 5.4895 27.7161
Si -0.0121 8.2075 27.6955
Si 5.4431 8.2199 27.822
Si 4.1018 1.3673 29.1241
Si 9.5708 1.3673 29.1241
Si 1.3673 4.1018 29.1241
Si 6.8362 4.1018 29.1241
Si 4.1018 6.8362 29.1241
Si 9.5708 6.8362 29.1241
Si 1.3673 9.5708 29.1241
Si 6.8362 9.5708 29.1241
Si 0 0 30.4913
Si 5.469 0 30.4913
Si 2.7345 2.7345 30.4913
Si 8.2035 2.7345 30.4913
Si 0 5.469 30.4913
Si 5.469 5.469 30.4913
Si 2.7345 8.2035 30.4913
Si 8.2035 8.2035 30.4913
Si 1.3673 1.3673 31.8586
Si 6.8362 1.3673 31.8586
Si 4.1018 4.1018 31.8586
Si 9.5708 4.1018 31.8586
Si 1.3673 6.8362 31.8586
Si 6.8362 6.8362 31.8586
Si 4.1018 9.5708 31.8586
Si 9.5708 9.5708 31.8586
Si 2.7345 0 0.6835
Si 8.2035 0 0.6835
Si 0 2.7345 0.6835
Si 5.469 2.7345 0.6835
Si 2.7345 5.469 0.6835
Si 8.2035 5.469 0.6835
Si 0 8.2035 0.6835
Si 5.469 8.2035 0.6835
Si 4.1018 1.3673 2.0507
Si 9.5708 1.3673 2.0507
Si 1.3673 4.1018 2.0507
Si 6.8362 4.1018 2.0507
Si 4.1018 6.8362 2.0507
Si 9.5708 6.8362 2.0507
Si 1.3673 9.5708 2.0507
Si 6.8362 9.5708 2.0507
Si 0 0 3.418
Si 5.469 0 3.418
Si 2.7345 2.7345 3.418
Si 8.2035 2.7345 3.418
Si 0 5.469 3.418
Si 5.469 5.469 3.418
Si 2.7345 8.2035 3.418
Si 8.2035 8.2035 3.418
Si 1.4402 1.302 4.7854
Si 6.8611 1.3757 4.8713
Si 4.1964 4.0106 4.774
Si 9.5683 4.0853 4.792
Si 1.4056 6.7892 4.7493
Si 6.7763 6.8738 4.7318
Si 4.1317 9.5614 4.8454
Si 9.5445 9.6229 4.7543
Si 2.8303 -0.0229 6.2793
Si 8.2402 0.0205 6.2583
Si 0.0478 2.66 6.098
Si 5.5516 2.7376 6.3324
Si 2.7931 5.3581 6.0484
Si 8.1079 5.4933 6.0141
Si 0.0412 8.241 5.9774
Si 5.4822 8.1862 6.225
Si 3.9367 1.6078 7.6847
Si 9.9908 1.0902 7.5456
Si 1.6545 3.7664 7.3982
Si 6.6908 4.4714 7.6147
Si 4.3055 6.4896 7.4257
Si 9.3233 7.1076 7.1454
Si 1.1882 9.658 7.4473
Si 7.1489 9.2837 7.5239
O 1.2638 4.1197 24.3485
O 6.8127 9.5991 24.4395
O 2.7519 2.7065 8.0455
O 8.3362 8.1866 7.9608
O 5.4746 5.5061 8.1032
O 0.0491 -0.1823 7.9258
O 4.0889 6.8883 24.3923
O 9.5431 1.3854 24.4487
O 1.6203 8.8746 8.8408
O 0.9449 4.3154 8.7723
O 9.877 1.8304 9.0493
O 6.5782 9.8173 8.9911
O 4.5169 1.2202 9.1914
O 3.3294 6.8846 8.6903
O 7.57 4.1943 9.0159
O 10.0559 6.1909 8.275
O 2.8962 2.1422 23.7523
O 4.8338 0.2627 23.8075
O 7.9094 3.3162 23.7362
O 10.2931 5.7712 23.5047
O 8.4267 7.6734 23.6976
O 2.4288 8.77 23.6216
O 6.0498 5.2712 23.7284
O 0.5356 10.6385 23.8395
Si 3.1364 9.2066 11.917
Si 8.2182 4.79 10.397
Si 7.0426 4.7858 17.4606
Si 4.2889 1.615 23.0941
Si 12.3481 3.3245 19.2576
Si 7.9132 -2.9381 14.5491
Si 1.0709 9.3811 22.9597
Si 4.0195 12.9164 20.0812
Si -2.3627 2.9568 12.6771
Si -3.9512 14.2086 20.1136
Si 1.0787 -4.5654 18.521
Si 0.8082 11.095 12.4459
Si 10.2777 9.789 14.8891
Si -6.0506 3.1722 16.0201
Si 7.1545 10.235 10.4628
Si 0.6465 17.6855 15.4769
Si -1.3908 4.2071 15.4417
Si -0.0047 5.4549 9.4108
Si 5.0509 7.4849 13.5011
Si 6.5409 3.876 23.0531
Si 7.4319 7.7312 17.3842
Si 9.777 1.1081 10.5155
Si 2.1354 11.6348 18.1678
Si 9.7458 1.8941 19.7635
Si 4.5975 0.7774 10.7538
Si 2.9871 2.1903 12.9963
Si 2.1777 7.55 9.6179
Si 5.8631 9.593 15.6064
Si 3.1394 5.0544 14.3472
Si 9.6902 7.1421 22.8177
Si 11.2436 10.246 20.2262
Si 7.3566 -3.5828 11.7939
Si -1.4245 7.5855 19.7725
Si 3.5931 0.5536 15.7541
Si 9.5896 12.3723 16.568
Si 7.0228 1.5048 14.782
O 4.3019 10.0106 15.8116
O 10.1892 -0.0658 16.1563
O 8.5373 0.0952 10.3451
O 0.1654 8.3147 15.0548
O 4.3424 -4.8337 13.9988
O 2.8089 14.0621 20.1262
O 1.8436 6.0442 14.5684
O -1.7586 14.8331 13.8696
O -2.8905 1.5738 16.0418
O -1.0792 4.7715 10.4277
O 10.4652 -4.4297 19.0081
O 8.3685 7.4574 16.0431
O -3.1916 1.7204 13.3433
O 3.3729 12.1413 14.2702
O 1.3343 9.9299 21.4496
O 8.2201 7.1107 13.1933
O 8.2535 2.2421 20.3445
O 10.263 9.0026 19.9505
O 4.0693 1.2643 21.5344
O -3.4795 8.9148 11.3657
O 6.7794 4.1373 21.4724
O 8.2328 7.896 18.7987
O 12.1308 10.5286 18.8908
O 6.567 6.3507 17.5258
O -2.7222 4.5056 16.3611
O 9.6551 2.2251 11.6985
O 10.7704 10.7936 13.7009
O 5.9205 2.7326 14.8166
O 6.4134 10.9472 14.8682
O -0.5063 16.5155 15.4639
O -2.179 -1.5472 14.4261
O 4.0637 1.9362 11.7847
O -7.3934 11.7609 19.0108
O 2.8801 7.8958 11.03
O 5.7982 7.0214 12.1269
O 2.0587 -3.7012 19.5058
N 6.1856 8.227 14.5795
O 9.1736 6.987 21.2653
O 1.5194 12.5653 12.5688
O -0.0569 8.2293 22.933
O 6.5596 9.1051 17.0423
O -3.4392 4.2845 18.9426
O 2.2413 0.2352 16.6082
O -0.0532 3.083 19.9975
O 1.447 4.794 18.6036
O 3.746 10.3469 10.9455
O 5.3843 2.7803 23.3224
O 3.658 4.1766 15.6343
O 5.5398 13.4817 19.7583
O -3.2504 3.9135 11.6809
O 4.0192 8.7058 13.1825
O 6.1159 0.3477 11.1509
O 9.5796 1.495 18.1903
O -0.6391 13.7699 15.9994
O 4.3636 1.7349 16.5949
O 1.4621 13.1162 18.0939
O 5.7102 -7.008 17.1658
O 0.969 6.5655 10.0788
O 1.2365 6.9013 16.9894
O 1.792 9.8171 12.5515
O 7.8044 6.3592 10.6033
O 11.0363 0.1734 10.9756
O 10.2971 11.5298 20.5828
O 2.886 3.8196 13.2551
H 2.6587 -3.0618 19.0911

Results
free energy: -133794.895 eV
free energy less fixed offsets of H -15.97, N -385.13, O -568.88, Si -635.61 eV per atom: -0.715 eV

Forces (eV/angstrom), in the order of the atoms: element, x, y, z
Si -0.1123 0.0591 -0.1606
Si 0.0976 -0.0264 -0.1853
Si -0.0036 0.0413 -0.0816
Si 0.1182 -0.1943 -0.1574
Si 0.1012 -0.0607 -0.1343
Si -0.0552 -0.0313 -0.0924
Si 0.0131 -0.067 -0.1437
Si -0.0156 0.0956 -0.1054
Si 0.052 -0.0248 -0.1783
Si -0.056 -0.0039 -0.2745
Si 0.0224 0.0065 -0.2702
Si -0.0426 0.003 -0.1786
Si 0.0342 0.0269 -0.2854
Si -0.0042 -0.0422 -0.2154
Si -0.0156 0.0332 -0.1856
Si -0.0188 -0.015 -0.2849
Si -0.0114 0.0271 0.0746
Si -0.0036 0.0048 -0.039
Si -0.0143 0.0062 0.1003
Si -0.0131 0.0317 -0.0021
Si -0.0083 0.0169 -0.105
Si -0.0115 0.0142 0.0939
Si 0.0052 0.0146 0.0339
Si 0.0023 0.017 0.1133
Si -0.0264 0.0746 -0.3128
Si -0.1428 0.0592 0.3005
Si 0.0428 0.2479 0.2785
Si -0.0987 0.03 -0.3768
Si -0.2666 -0.1191 0.2326
Si 0.0098 0.0298 -0.3505
Si -0.0815 -0.0291 -0.3647
Si -0.0417 0.1261 0.3772
Si -0.0167 -0.0013 -0.0286
Si 0.0791 -0.0293 0.0045
Si 0.0106 0.0304 -0.0266
Si -0.0009 -0.1137 0.0026
Si 0.0734 -0.0097 -0.0091
Si -0.0578 -0.0334 -0.0194
Si 0.0391 -0.0636 -0.0036
Si 0.0098 0.0251 -0.0272
Si -0.0024 -0.0056 -0.0146
Si -0.0374 0.0795 -0.007
Si 0.0241 -0.0264 0.0023
Si 0.0162 0.0758 -0.0382
Si -0.0976 0.0124 -0.0267
Si 0.0107 0.0209 -0.0204
Si -0.061 0.018 -0.0266
Si -0.0004 -0.0129 -0.0081
Si 0.0602 -0.04 0.0258
Si -0.007 -0.0057 0.0106
Si -0.0249 -0.023 0.0086
Si 0.0241 -0.0447 0.0359
Si -0.0088 0.0583 0.0001
Si 0.0086 -0.0535 0.0226
Si 0.0678 -0.0245 0.0225
Si 0.0004 -0.0055 0.016
Si -0.0963 0.0542 -0.0118
Si 0.0834 0.0426 0.0138
Si -0.0337 0.0211 0.0265
Si -0.0066 0.0868 0.0114
Si -0.0369 -0.0704 -0.0171
Si -0.0099 0.0276 0.0287
Si -0.1014 0.0097 0.0203
Si 0.0715 -0.0011 -0.0033
Si 0.1612 0.0904 -0.2264
Si 0.1412 0.0995 0.5097
Si 0.3281 -0.339 -0.0647
Si -0.0473 -0.1276 0.1969
Si -0.0738 -0.2107 -0.0588
Si -0.1522 -0.114 -0.3534
Si 0.2613 0.0712 0.1376
Si -0.1147 0.2024 -0.1855
Si -0.0179 -0.0597 -0.0193
Si -0.0442 -0.0748 -0.0524
Si -0.0297 -0.006 -0.0316
Si 0.0879 -0.0475 -0.0247
Si 0.0589 -0.0118 0.0039
Si -0.0784 0.0054 -0.1529
Si -0.024 -0.0375 -0.1103
Si 0.0698 0.0404 -0.0861
Si -0.1258 0.1168 0.0992
Si 0.1097 0.0122 0.1295
Si 0.0163 0.0688 0.0891
Si 0.0003 0.0709 0.1502
Si -0.0434 0.0029 0.1604
Si 0.0945 -0.0508 0.1366
Si -0.0205 -0.0474 0.0797
Si -0.0149 -0.0636 0.1428
Si -0.0256 0.1474 0.2473
Si 0.1665 0.0634 0.3287
Si -0.0503 0.0453 0.2437
Si 0.1453 0.2027 0.3522
Si -0.1205 -0.0889 0.3424
Si 0.0473 0.0118 0.5126
Si -0.2047 -0.023 0.2842
Si 0.1548 -0.1164 0.4358
O 0.0375 -0.0166 0.5448
O -0.0587 -0.0401 0.5912
O -0.0003 -0.0241 -0.4526
O -0.0656 -0.071 -0.6236
O -0.0343 -0.0217 -0.488
O 0.047 0.1077 -0.2879
O 0.0093 0.0071 0.5448
O 0.0043 0.0394 0.6271
O 0.0254 0.089 -0.1841
O 0.0132 0.0418 -0.0787
O -0.0278 -0.0915 -0.4936
O -0.0798 -0.0847 -0.4121
O -0.0541 0.0504 -0.4321
O 0.0811 0.0075 -0.0534
O -0.2574 -0.0898 -0.3957
O 0.0716 -0.0412 0.0314
O 0.0532 -0.0221 -0.0091
O -0.0238 0.0675 0.0707
O -0.0568 0.0284 0.0641
O 0.0152 -0.0272 0.1804
O 0.0151 -0.0074 0.0971
O 0.0077 -0.0442 0.1582
O -0.0016 -0.0351 0.0922
O 0.0314 -0.0741 0.024
Si -0.018 0.0439 0.2095
Si -0.1546 0.1138 0.2987
Si 0.0712 -0.0967 0.1307
Si -0.0609 -0.1042 0.1026
Si -0.1105 -0.1005 0.0948
Si 0.1444 -0.2656 -0.233
Si 0.0687 0.164 0.0834
Si -0.0344 0.1394 -0.2025
Si -0.078 0.0127 -0.0643
Si 0.0784 -0.2131 -0.2029
Si 0.0439 0.0114 0.072
Si 0.056 0.0809 -0.0971
Si 0.0741 0.0375 -0.1359
Si 0.0166 -0.0849 -0.059
Si 0.2166 -0.0014 0.2052
Si 0.076 0.0333 0.0721
Si -0.0797 -0.1536 -0.1323
Si -0.1735 -0.0564 -0.1161
Si -0.0612 -0.0214 -0.297
Si 0.0545 0.1037 0.0741
Si 0.1031 -0.0043 -0.0976
Si 0.018 -0.1159 0.2041
Si -0.0953 0.0007 0.0592
Si 0.0745 -0.028 0.0785
Si -0.1309 -0.1012 0.2895
Si -0.1729 -0.0132 -0.005
Si 0.2183 0.1128 0.0125
Si -0.1225 0.0003 -0.0664
Si 0.0308 -0.0593 -0.1102
Si -0.0283 0.0449 0.1416
Si -0.1153 0.2148 -0.1135
Si -0.1554 -0.2124 0.0399
Si 0.1676 0.0807 -0.0951
Si -0.1199 0.0453 -0.0855
Si 0.0166 -0.0444 0.1
Si 0.0993 0.0307 -0.1307
O 0.0346 -0.0246 0.0589
O -0.012 0.0296 -0.003
O -0.0029 -0.0073 -0.0581
O 0.0185 -0.0684 0.0321
O -0.0807 -0.0539 0.0792
O 0.0959 -0.1091 -0.0082
O -0.0327 -0.0115 -0.0121
O 0.0179 0.0363 0.0567
O -0.0452 0.027 0.0644
O 0.1889 0.0416 -0.094
O -0.0634 0.0168 0.0285
O 0.0125 -0.0091 0.0187
O -0.0175 0.0274 0.0571
O 0.085 0.0105 0.036
O 0.0863 -0.0789 0.1836
O 0.0544 0.0386 0.1762
O -0.0941 0.0833 -0.0101
O -0.0129 -0.0615 -0.0079
O 0.0107 -0.0473 0.1676
O -0.0188 0.1304 -0.1374
O -0.0163 0.0661 0.1788
O -0.0921 -0.0038 -0.1031
O 0.0177 -0.042 0.051
O -0.039 0.0796 -0.0379
O 0.0167 0.0857 -0.0282
O 0.0425 -0.0549 -0.0169
O -0.0717 -0.0655 0.0851
O -0.0456 0.0144 0.0476
O -0.0249 -0.0432 0.0762
O -0.0111 0.0452 -0.0007
O -0.0966 0.0166 0.0628
O 0.089 -0.0123 -0.109
O 0.0639 0.0266 0.0799
O -0.1013 -0.1083 -0.2002
O 0.0566 0.0274 0.0306
O 0.0142 0.011 -0.1033
N 0.055 0.2192 0.1463
O 0.0239 -0.0793 0.1612
O 0.0377 0.0034 0.0335
O -0.0627 -0.048 -0.0989
O -0.0383 0.0248 0.0806
O -0.0225 0.0769 0.0279
O 0.117 0.0124 -0.0406
O 0.0241 -0.005 -0.0679
O 0.0357 0.0518 -0.0478
O -0.0277 -0.0093 -0.0999
O 0.0055 0.0035 -0.0497
O -0.0149 -0.0022 0.047
O -0.0296 0.0082 0.0657
O 0.0266 0.0173 -0.109
O -0.0068 0.037 0.0084
O 0.006 0.0556 -0.0482
O -0.0267 0.0206 -0.1152
O 0.0291 0.0061 0.0146
O 0.0345 0.0269 0.0562
O 0.0045 0.0617 -0.0099
O -0.0525 -0.0027 -0.0116
O -0.0374 -0.0649 0.0208
O 0.0129 0.0571 -0.0614
O 0.0204 -0.0143 -0.0445
O 0.0373 0.045 -0.0571
O 0.0157 0.0098 0.0145
O 0.0684 -0.0466 -0.0187
O 0.0386 0.0699 0.0806
H -0.0728 -0.074 0.0605

The program warned: the cutoff lies below the one the program advises for these potential files; the forces do not sum to zero within the program's tolerance; the exchange-correlation potential is rough where the density is thin.
